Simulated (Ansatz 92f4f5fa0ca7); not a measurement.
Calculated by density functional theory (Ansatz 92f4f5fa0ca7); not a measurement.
Periodic cell of 221 atoms, Si131O86As1H3, from a study of silicon, its oxide and their interface. The atomic structure is a simulated model.
Doubt: the cutoff is far below the 930 eV that the study's wrapper takes by default for these files, so forces and energies are approximate.
This geometry differs little from another in the collection (a relaxation step or a small displacement).

Settings: functional PBE; potential files Ansatz PAW; basis plane waves; wave-function cutoff 580 eV; density cutoff ratio 5; exchange-correlation grid ratio 1; k mesh 1 x 1 x 1, Gamma-centred; self-consistency stop 5e-08 eV per atom in the density residual; occupations fixed; spin none; net charge 0.

Cell vectors (angstrom)
a	10.938	0	0
b	0	10.938	0
c	0	0	32.1424

Atoms and the computed forces on them: element, x, y, z (angstrom), force x, y, z (eV/angstrom)
Si	10.7599	0.2337	24.6582	0.0002	0.0002	-0.0004
Si	5.7591	10.5085	24.6376	0.0017	-0.0004	-0.0012
Si	2.6169	3.0559	24.5571	-0.0018	-0.0015	-0.0018
Si	8.5476	2.4723	24.6943	0.0016	0.0012	-0.001
Si	0.3106	5.2124	24.7609	0.0004	-0.0006	-0.0004
Si	5.3504	5.6968	24.6254	0.001	0.0024	0.0003
Si	3.076	7.8833	24.6862	0.0003	-0.0008	0.0008
Si	8.1281	8.4155	24.7541	-0.0019	-0.0007	0.0012
Si	1.4839	1.3808	25.8745	0.0021	-0.0018	0.0006
Si	6.8654	1.3043	25.881	-0.0014	0.0002	0.0002
Si	4.1723	4.1356	25.9621	0.0027	-0.0022	0.0013
Si	9.6689	4.0333	26.0513	-0.0013	0.0003	-0.0005
Si	1.4726	6.7982	26.0366	-0.0003	0.0004	-0.001
Si	6.9198	6.8157	25.9992	0.0007	-0.0012	0.0003
Si	4.1871	9.4628	26.0333	-0.002	-0.0002	0.0007
Si	9.6547	9.6156	26.0527	0.0015	-0.0016	0.0003
Si	2.7906	-0.0245	27.2867	-0.0004	0.0021	-0.0062
Si	8.2193	0.007	27.3777	-0.0001	-0.0001	0.006
Si	0.1219	2.6808	27.3764	0.0027	0.0025	0.0067
Si	5.5191	2.6978	27.2717	-0.002	-0.0006	-0.0065
Si	2.8103	5.4412	27.4165	0.0017	0.0015	0.0085
Si	8.2619	5.4214	27.3498	-0.0011	0.0004	-0.0017
Si	0.0719	8.1903	27.3541	0.0018	0.0035	-0.0015
Si	5.5479	8.1457	27.4261	0.0025	-0.0006	0.0067
Si	4.1352	1.3576	28.6738	-0.0023	0.0011	0.0077
Si	9.615	1.3617	28.7259	-0.0023	0.0019	-0.0043
Si	1.4207	4.0792	28.7525	-0.0046	0.0016	-0.0085
Si	6.861	4.0642	28.6949	0	0.0077	0.0048
Si	4.1525	6.8124	28.7773	-0.0042	0.0031	-0.0096
Si	9.6089	6.8241	28.7105	-0.0045	0.0011	0.0043
Si	1.4154	9.5782	28.7085	-0.0048	-0.0005	0.0028
Si	6.8757	9.5677	28.7537	-0.0027	0.0003	-0.0085
Si	0.0174	-0.0175	30.0889	0.0047	-0.004	0
Si	5.4762	-0.0044	30.0843	-0.0019	0.004	0
Si	2.768	2.709	30.0914	0.0071	-0.0062	-0.0003
Si	8.2266	2.7215	30.085	-0.001	-0.003	0.0004
Si	0.0233	5.4507	30.089	0.0004	0.0005	0.0002
Si	5.5032	5.4308	30.1012	0.0073	-0.0065	0
Si	2.7553	8.1966	30.0943	-0.0013	-0.0014	0.0011
Si	8.2304	8.1883	30.0944	0.0069	-0.0061	0.0007
Si	1.3673	1.3673	31.4587	0.1083	-0.0785	-0.0703
Si	6.8362	1.3673	31.4587	0.0643	-0.0072	-0.0544
Si	4.1018	4.1018	31.4587	0.1133	-0.2151	0.0171
Si	9.5708	4.1018	31.4587	0.0213	0.0106	-0.0093
Si	1.3673	6.8362	31.4587	0.0288	-0.0069	-0.0181
Si	6.8362	6.8362	31.4587	0.1395	-0.1346	-0.0391
Si	4.1018	9.5708	31.4587	0.0557	0.0393	0.0309
Si	9.5708	9.5708	31.4587	0.1517	-0.0826	-0.0006
Si	2.7345	0	0.6835	-0.1234	0.1131	0.0387
Si	8.2035	0	0.6835	-0.04	-0.0343	0.0716
Si	0	2.7345	0.6835	-0.0396	-0.0443	0.1026
Si	5.469	2.7345	0.6835	-0.2793	0.1605	-0.179
Si	2.7345	5.469	0.6835	0.0149	0.0232	0.1096
Si	8.2035	5.469	0.6835	-0.0556	0.1757	0.0005
Si	0	8.2035	0.6835	-0.161	0.0989	-0.0954
Si	5.469	8.2035	0.6835	-0.0078	-0.0153	0.1236
Si	4.0853	1.3889	2.0461	-0.0018	0.002	0.0041
Si	9.5552	1.3681	2.0639	-0.0072	-0.0011	-0.0074
Si	1.3503	4.1121	2.0596	-0.0061	0.0062	-0.0013
Si	6.784	4.1369	2.0202	-0.004	0.0044	-0.0019
Si	4.0841	6.8519	2.0708	-0.0063	0.0033	-0.0016
Si	9.5396	6.8747	2.0486	-0.0019	0.0058	0.0039
Si	1.3333	9.5888	2.0392	-0.0021	-0.0005	-0.0054
Si	6.8316	9.5706	2.0672	0.0012	0.0079	0.0001
Si	-0.0444	-0.0368	3.4558	0.0025	0.0117	0
Si	5.4328	0.011	3.3934	-0.0074	-0.021	0.024
Si	2.7115	2.7397	3.4411	-0.0021	-0.0016	-0.0086
Si	8.0971	2.739	3.3401	0.0243	0.004	0.0234
Si	-0.0512	5.5022	3.382	0.0178	0.0008	0.0293
Si	5.462	5.4941	3.4541	-0.0042	-0.0021	-0.0083
Si	2.6761	8.2362	3.4007	0.0145	-0.0063	0.0074
Si	8.1856	8.2166	3.4864	-0.0014	-0.0054	-0.0104
Si	1.3059	1.362	4.786	0.0007	-0.0085	-0.0042
Si	6.7948	1.367	4.7629	-0.0103	-0.0076	-0.0072
Si	4.0886	4.1189	4.806	0.0015	0.0002	0.0055
Si	9.3838	4.1865	4.6386	-0.0052	0.0039	-0.0165
Si	1.2989	6.8803	4.7655	-0.0345	-0.0169	-0.0372
Si	6.7936	6.8808	4.8738	0.0074	0.008	0.0117
Si	4.0122	9.6407	4.751	0.0114	0.0248	-0.0267
Si	9.535	9.564	4.9184	0.0005	-0.0043	-0.0039
Si	2.6542	0.0092	6.2193	0.0127	-0.0022	0.0124
Si	8.1391	0.0521	6.2265	-0.0048	0.0082	-0.0002
Si	-0.2197	2.7782	5.8813	-0.0117	-0.0021	-0.0041
Si	5.4139	2.694	6.1648	0.0104	0.0044	0.0017
Si	2.7225	5.5529	6.0913	0.0076	-0.013	-0.0055
Si	8.1567	5.4815	6.2405	0.0016	-0.0081	-0.0035
Si	-0.0289	8.162	6.2969	0.0208	-0.0003	0.0157
Si	5.3833	8.3245	6.1313	0.0023	-0.0139	-0.006
Si	4.2412	1.1857	7.5899	-0.0236	-0.0174	-0.0149
Si	9.3084	1.7061	7.463	0.0009	0.008	0.0042
Si	1.0438	4.278	7.0753	-0.0072	0.0019	0.0101
Si	6.982	3.8374	7.4927	-0.0013	0.0063	-0.013
Si	3.8086	7.1767	7.4373	0.0232	0.0053	0.022
Si	9.8298	6.4547	7.6721	-0.0036	0.0042	-0.0076
As	1.4223	9.4791	7.7623	0.02	-0.01	0.0182
Si	6.4848	9.8947	7.5156	-0.0076	0.0041	0.0003
O	2.7185	8.2123	8.1099	-0.0526	0.0274	-0.0172
O	8.1589	2.7791	8.0189	0.0044	-0.0097	0.0044
O	4.2133	6.7929	24.1225	-0.001	0.0002	-0.0018
O	9.6318	1.3509	24.1421	-0.0002	-0.0008	0
O	5.365	0.0669	8.0691	0.0183	0.0002	0.0066
O	0.0667	5.3148	7.9169	0.0048	-0.0043	0.0071
O	1.4043	4.1137	24.1921	0.0009	-0.0007	-0.0003
O	6.9813	9.4781	24.236	0.0004	0.0008	-0.0021
H	7.0747	9.2484	8.727	0.0011	0.0007	0.0013
O	4.5888	6.5217	8.726	-0.0057	0.0069	-0.0137
O	9.3204	6.7526	9.2274	-0.0012	0	0.0017
O	3.6863	1.8906	9.003	0.0008	0.0049	0.0024
O	1.6226	3.0803	8.0315	-0.0024	0.0013	-0.0072
O	6.1915	4.4071	8.8309	-0.0024	0.0003	0.004
O	10.1448	1.1231	8.7703	0	-0.0013	-0.0033
H	0.3706	10.5102	23.4332	0	-0.0001	0
H	2.4461	8.5058	23.4816	0.0005	-0.0005	-0.0002
O	10.6503	5.8982	23.4017	0.0004	-0.0001	0.0005
O	6.0233	5.0331	23.2628	-0.0004	-0.0003	0.0007
O	4.9943	10.7603	23.2038	0.0003	-0.0002	0.0018
O	7.9872	3.2423	23.36	0.0003	-0.001	0.0007
O	8.8462	7.8572	23.3876	0.0003	0.0005	0
O	3.3261	2.7055	23.1051	-0.0001	0.0003	0.0016
Si	6.6009	1.5024	15.4221	0.0002	0.0001	-0.001
Si	4.9677	10.7759	21.576	0	0.0003	-0.0014
Si	7.7455	7.5936	16.0283	-0.0002	-0.0002	-0.0012
Si	5.9943	1.5147	12.2278	-0.0007	0.0004	0.0018
Si	0.8142	0.028	17.2814	-0.0001	-0.0003	-0.001
Si	1.1772	1.534	14.4982	-0.0001	-0.0002	-0.0008
Si	6.512	5.2631	17.8638	-0.0002	0.0001	-0.0013
Si	10.7126	1.3223	10.2958	0.0009	-0.0003	0.0052
Si	7.314	4.4164	22.468	0	-0.0001	-0.0013
Si	3.0991	8.8032	17.1566	0.0002	0	-0.0013
Si	4.0608	5.4477	19.8335	0	0.0001	-0.0009
Si	5.321	4.7701	15.1409	0.0002	0.0003	-0.0015
Si	0.1417	10.1014	12.4599	0.0001	0.0001	0.0015
Si	1.9639	2.0323	19.164	0.0001	0.0001	-0.0011
Si	9.5183	6.6561	22.5272	-0.0002	-0.0001	-0.0011
Si	8.4976	3.226	11.588	-0.0008	0.001	0.0024
Si	0.2232	7.5632	19.937	0.0001	-0.0002	-0.001
Si	3.2094	5.162	11.2925	0.0028	-0.0004	0.0003
Si	9.3319	9.4354	18.0264	0.0004	0.0001	-0.0011
Si	4.9251	1.7109	18.0048	0.0004	0.0001	-0.0013
Si	6.997	3.1135	19.5868	-0.0003	0.0002	-0.0012
Si	0.3346	4.5201	15.3968	-0.0001	0.0001	-0.0012
Si	2.7472	6.6046	14.9684	0.0004	-0.0004	-0.0009
Si	5.6231	5.6994	9.657	-0.0007	-0.005	0.0034
Si	8.4982	8.1558	12.9975	0.0002	0.0002	0.0003
Si	2.734	8.1051	12.265	0.0006	0.0005	0.0018
Si	3.5776	2.6316	21.4946	0.0001	0	-0.0013
Si	8.4113	6.2568	10.5066	-0.0013	-0.0001	0.0017
Si	6.9962	0.1556	19.48	0.0001	0.0002	-0.0013
Si	8.2698	3.9267	14.6839	-0.0001	0.0001	-0.0008
Si	3.6564	2.9729	13.2746	0.0001	-0.0003	0.0003
Si	3.2536	8.3294	20.2318	0	-0.0002	-0.0007
Si	5.5997	9.7024	15.5681	0.0003	0	-0.0012
Si	5.5492	9.5108	12.5112	-0.0004	-0.0002	0.0011
Si	2.3559	2.757	9.4294	0.0042	-0.001	0.005
Si	1.331	4.9302	18.4567	0.0001	0	-0.001
O	1.4662	9.1624	12.0848	-0.0001	-0.0002	-0.0003
O	8.4792	4.6421	10.7728	0.0003	-0.0009	-0.0015
O	4.2192	9.758	16.4375	0.0002	0	0.0002
O	4.2601	5.9636	14.7862	0	0.0001	0
O	4.5643	2.2985	12.0939	0.0002	-0.0004	-0.0008
O	6.4461	10.4951	20.9067	0.0001	-0.0001	0.0002
O	7.1414	2.3168	11.3777	0.0004	-0.0002	-0.0017
O	2.6619	7.7696	13.8496	-0.0001	0.0002	0
O	5.506	2.8986	18.951	0.0001	-0.0002	0.0003
O	2.2662	1.9806	20.7634	0.0002	0.0001	0.0001
O	4.6049	3.4616	14.5003	-0.0005	-0.0004	0.0001
O	8.8068	8.4925	16.8308	-0.0001	0	0.0003
O	8.8696	7.0254	11.8697	0.0003	-0.0003	-0.0004
O	1.2493	0.9363	16.0068	0.0002	0.0002	0.0001
O	6.3653	1.4929	13.8141	-0.0001	0.0001	-0.0008
O	4.8231	5.2703	11.0189	0.0009	-0.0003	0.0006
O	9.6143	4.7188	15.2689	0.0004	0	0.0004
O	0.4549	0.384	13.5511	-0.0003	-0.0004	-0.0008
O	0.4963	6.1229	19.1962	0.0002	0	0.0002
O	1.6167	8.3048	20.3924	-0.0001	-0.0001	0
O	3.7927	6.8367	20.6945	0.0001	0.0001	-0.0001
O	7.6162	4.2211	18.5362	0.0002	0	0.0002
O	2.6054	4.2337	10.0885	-0.0019	-0.0001	-0.0013
O	6.2731	8.2667	15.8768	0.0001	0	0.0002
O	6.777	10.844	15.8169	-0.0001	-0.0002	0.0002
O	5.0885	9.8353	14.0352	0	-0.0001	-0.0003
O	2.925	4.2973	12.654	-0.0003	0	0.0001
O	2.56	6.6752	11.4262	-0.0001	-0.0003	-0.0009
O	7.4532	6.3235	17.035	0.0001	0.0001	0.0002
O	2.6384	1.8327	13.832	0.0002	0.0001	-0.0003
O	7.8503	2.5838	15.5973	0.0001	0	0.0001
O	9.7996	2.4101	11.0788	0.001	-0.0004	-0.002
O	5.4705	4.6552	16.754	0.0002	0	0.0007
O	5.5263	5.7254	19.1103	0.0001	-0.0001	0
O	7.0174	8.7571	12.5657	0.0001	0.0001	-0.0009
O	3.3119	1.8429	18.213	0.0001	0	0.0002
O	5.8104	10.9153	11.6971	0.0007	0	-0.0007
O	1.6923	9.6041	17.2348	0.0002	-0.0001	0.0001
O	0.5176	3.0345	14.7016	0.0001	0	0.0003
O	5.6466	0.3257	18.5374	0.0003	-0.0001	0.0002
O	8.6794	3.4953	13.1771	0.0004	-0.0003	-0.0014
O	2.9303	5.2804	18.6407	0.0001	0	0.0003
O	7.7201	1.6406	19.6194	0.0002	-0.0001	0.0002
O	6.8687	6.6427	10.1183	0.0034	0.0023	0.0001
O	10.2296	7.2923	21.2317	0.0001	0.0002	0.0002
O	5.3618	1.8958	16.4381	0.0001	-0.0001	0.0002
O	0.7378	4.7227	16.958	0	0	0.0004
O	1.0196	0.804	18.7029	0.0003	-0.0002	0.0001
O	1.4295	5.6086	14.7489	0.0001	0.0001	0.0002
O	3.9342	4.1305	20.8604	0	-0.0003	0.0002
O	8.0791	10.0528	18.8719	0	0	0.0004
O	9.7675	9.2302	12.9906	-0.0005	0	0.0003
O	10.3179	8.575	18.987	-0.0001	-0.0001	0.0002
O	10.1667	10.6123	17.2642	0	0	0.0002
O	1.3346	1.8443	10.3242	-0.002	0.0009	-0.0017
O	4.6732	1.4255	21.2242	0	-0.0001	0.0005
O	10.6437	-0.1171	11.0556	-0.0008	0.0012	-0.0027
O	3.6451	8.5019	18.657	0	0.0001	0.0001
O	2.7601	7.3817	16.4107	0.0001	-0.0001	0.0002
O	8.3664	5.5942	22.093	0.0006	0	0.0005
O	8.3627	7.4636	14.4948	0.0001	0.0002	-0.0001
O	6.8612	3.7243	21.0764	0.0002	0.0001	0.0004
O	4.2346	8.7198	11.8743	0.0004	0.0001	-0.0011
O	6.8858	4.8613	14.5731	0.0002	0	0.0002
O	3.9044	9.6047	21.0644	0.0002	0.0002	0
O	1.1388	3.4295	19.048	0.0001	-0.0001	-0.0003

Results
free energy: -137092.010 eV
free energy less fixed offsets of As -4856.12, H -15.97, O -568.88, Si -635.61 eV per atom: 0.610 eV

The program warned: the cutoff lies below the one the program advises for these potential files; the exchange-correlation potential is rough where the density is thin.
